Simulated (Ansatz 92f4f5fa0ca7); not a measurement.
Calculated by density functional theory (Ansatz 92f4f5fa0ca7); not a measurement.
Periodic cell of 237 atoms, Si147O90, from a study of silicon, its oxide and their interface. The atomic structure is a simulated model.

Settings
functional: PBE
potential files: Ansatz PAW
basis: plane waves
wave-function cutoff: 700 eV
density cutoff ratio: 5
exchange-correlation grid ratio: 1
k mesh: 2 x 2 x 1, shifted by 0.5 0.5 0.5 of a step
self-consistency stop: 5e-08 eV per atom in the density residual
occupations: fixed
spin: none
net charge: 0

Cell vectors (angstrom)
a  11.6015  0  0
b  0  10.938  0
c  0  0  33.1776

Atoms: element, x, y, z (angstrom)
Si  -0.2001  0.2379  24.6213
Si  3.7065  -0.0106  24.5328
Si  7.7157  -0.078  24.5265
Si  1.8592  1.4169  24.7122
Si  5.7521  1.1697  24.2889
Si  9.4685  1.5624  24.5069
Si  0.1241  5.4207  24.2722
Si  3.7316  5.637  24.4493
Si  7.6779  5.3169  24.7443
Si  1.7992  7.0291  24.206
Si  5.8187  6.761  24.6403
Si  9.5755  6.6576  24.4263
Si  1.8549  2.8589  26.5315
Si  5.6695  2.6696  26.2707
Si  9.5916  2.7791  26.4986
Si  -0.0913  4.1831  26.3564
Si  3.807  4.1969  26.4008
Si  7.606  3.9811  26.6015
Si  1.8598  8.3066  26.2561
Si  5.7596  8.1797  26.5128
Si  9.696  8.126  26.3681
Si  -0.0808  9.6442  26.4329
Si  3.8466  9.5655  26.4379
Si  7.7436  9.4871  26.4487
Si  -0.0223  0.0152  28.3816
Si  3.8285  0.0058  28.3539
Si  7.7064  -0.0078  28.3328
Si  1.9043  1.3802  28.3701
Si  5.7507  1.3644  28.2881
Si  9.6482  1.3478  28.3684
Si  -0.027  5.4949  28.3284
Si  3.8189  5.4989  28.36
Si  7.6855  5.4876  28.3948
Si  1.8886  6.8894  28.248
Si  5.7567  6.8224  28.4095
Si  9.6405  6.8278  28.3435
Si  1.9336  2.7345  30.2784
Si  5.8008  2.7345  30.2784
Si  9.6679  2.7345  30.2784
Si  0  4.1018  30.2784
Si  3.8672  4.1018  30.2784
Si  7.7343  4.1018  30.2784
Si  1.9336  8.2035  30.2784
Si  5.8008  8.2035  30.2784
Si  9.6679  8.2035  30.2784
Si  0  9.5708  30.2784
Si  3.8672  9.5708  30.2784
Si  7.7343  9.5708  30.2784
Si  0  0  32.212
Si  3.8672  0  32.212
Si  7.7343  0  32.212
Si  1.9336  1.3673  32.212
Si  5.8008  1.3673  32.212
Si  9.6679  1.3673  32.212
Si  0  5.469  32.212
Si  3.8672  5.469  32.212
Si  7.7343  5.469  32.212
Si  1.9336  6.8362  32.212
Si  5.8008  6.8362  32.212
Si  9.6679  6.8362  32.212
Si  1.9336  2.7345  0.9679
Si  5.8008  2.7345  0.9679
Si  9.6679  2.7345  0.9679
Si  0  4.1018  0.9679
Si  3.8672  4.1018  0.9679
Si  7.7343  4.1018  0.9679
Si  1.9336  8.2035  0.9679
Si  5.8008  8.2035  0.9679
Si  9.6679  8.2035  0.9679
Si  0  9.5708  0.9679
Si  3.8672  9.5708  0.9679
Si  7.7343  9.5708  0.9679
Si  0.0215  -0.0072  2.9174
Si  3.9253  0.0135  2.8698
Si  7.7727  -0.0191  2.9158
Si  1.9762  1.3211  2.8417
Si  5.8532  1.3846  2.9051
Si  9.6853  1.3522  2.9141
Si  0.026  5.4341  2.9194
Si  3.8712  5.4713  2.9313
Si  7.7898  5.4862  2.8928
Si  1.9441  6.8417  2.9026
Si  5.8236  6.8026  2.8828
Si  9.7243  6.8319  2.9006
Si  2.0076  2.6501  4.7514
Si  5.8579  2.8814  4.7551
Si  9.6479  2.6223  4.9163
Si  0.027  3.9217  4.7742
Si  3.8691  4.1382  4.9079
Si  7.8378  4.1794  4.8525
Si  1.9927  8.2567  4.8073
Si  5.8502  8.1869  4.7772
Si  9.7772  8.1421  4.8728
Si  0.032  9.6309  4.9029
Si  3.9502  9.604  4.7955
Si  7.8109  9.47  4.8057
Si  0.0101  0.0653  6.9286
Si  4.0396  0.081  6.7084
Si  7.6169  -0.126  6.7132
Si  2.0313  1.3265  6.7084
Si  5.9464  1.5034  6.6127
Si  9.511  1.2677  6.9598
Si  0.2019  5.2481  6.6714
Si  3.9958  5.5393  6.8912
Si  7.8934  5.5655  6.834
Si  1.9791  6.7916  6.6734
Si  5.9155  6.872  6.7384
Si  9.9693  6.7405  6.8263
O  5.7892  7.7565  8.1479
O  7.8009  4.6038  8.1841
O  11.7572  9.9935  8.2439
O  9.0431  2.2439  8.2546
O  7.0956  10.0437  8.1302
O  10.4262  7.688  8.1436
O  1.5719  7.7387  7.9889
O  6.3281  2.36  8.0166
O  0.3796  4.38  8.1044
O  4.3542  10.0331  8.0222
O  4.1912  4.8167  8.3856
O  2.2948  2.5053  7.8615
O  1.5491  7.5329  22.5857
O  6.0206  1.7361  22.741
O  -0.428  10.2145  23.2891
O  2.0366  2.25  23.2886
O  3.5286  4.5342  23.2093
O  3.2441  10.0042  23.203
O  9.4237  2.5625  23.1516
O  6.1985  7.8168  23.4108
O  8.9493  7.5271  23.1328
O  7.5706  4.4627  23.3138
O  7.8285  9.9174  23.1438
O  0.7975  4.4949  22.9977
Si  -1.9236  10.5133  11.9934
Si  3.8882  -3.0144  16.5854
Si  2.2204  3.7227  22.6325
Si  2.7589  8.8494  19.3174
Si  10.5717  3.3717  13.3074
Si  1.3234  3.3045  8.8986
Si  12.2888  7.5382  21.1622
Si  3.8233  4.5712  9.9586
Si  3.4983  5.3465  14.91
Si  8.6878  6.5044  15.4053
Si  11.6335  1.6016  11.0568
Si  -0.3001  10.2235  21.6725
Si  5.8827  11.263  16.8852
Si  7.582  8.3538  22.7332
Si  0.2269  8.4077  8.6357
Si  10.1202  15.3316  17.3731
Si  0.8142  4.2804  15.3752
Si  5.7026  9.3118  8.6234
Si  8.8125  0.1117  19.9796
Si  2.8673  10.4193  21.6675
Si  15.7846  6.5657  12.2824
Si  6.8607  8.3372  17.0375
Si  8.5487  1.6514  17.2658
Si  7.6668  3.0545  8.6813
Si  6.2539  3.0615  11.3876
Si  10.1255  5.6048  20.2855
Si  13.7759  10.8007  12.4208
Si  3.603  2.2308  20.424
Si  6.2617  5.13  13.7794
Si  10.9939  6.2619  13.7003
Si  8.9897  1.095  14.4032
Si  4.6783  9.5119  11.5997
Si  8.5827  3.6917  22.2941
Si  6.8345  11.2193  12.5657
Si  3.1176  0.5946  18.0464
Si  11.7007  8.4808  11.7855
Si  6.5243  1.9047  21.1874
Si  3.4319  10.8081  15.3685
Si  8.0938  8.0569  19.7623
O  12.8623  10.6379  21.3652
O  8.7847  9.5017  19.4755
O  16.4657  3.5353  10.67
O  9.7884  7.125  14.3671
O  7.352  11.5144  20.6272
O  21.0637  5.6379  16.5508
O  5.4897  7.7821  16.3818
O  9.2782  2.6534  13.9942
O  8.0975  10.6909  11.6533
O  3.9711  8.1625  12.158
O  9.2205  0.8599  15.9921
O  10.8711  2.784  11.8419
O  3.4333  10.5527  11.4045
O  10.3267  4.6978  18.9556
O  12.7419  9.5392  12.459
O  0.4448  8.2509  10.2252
O  3.172  -5.04  13.3879
O  -0.0349  6.1307  20.8316
O  7.6632  3.0679  21.1143
O  7.4405  0.7319  14.0151
O  6.8501  -0.9765  17.024
O  6.0705  12.4431  11.8204
O  7.4852  3.1308  10.3041
O  9.9812  11.0839  13.5096
O  9.0428  3.1898  17.2128
O  8.0614  7.8276  16.089
O  11.8711  14.123  14.2861
O  2.4484  4.1842  15.4059
O  10.1423  8.9632  11.9276
O  11.9797  2.1711  9.5802
O  5.7219  6.3352  12.8025
O  3.6032  8.0386  18.1918
O  2.9368  1.94  18.9518
O  5.7357  10.032  12.7362
O  3.3053  9.2175  15.7704
O  -1.0077  0.3595  10.8875
O  5.2371  -8.473  20.3176
O  11.8142  7.0705  12.5694
O  2.6729  3.4265  21.074
O  0.4531  5.7902  14.8463
O  1.5856  7.8545  19.8348
O  -0.49  8.6748  21.2155
O  2.2626  -0.6708  18.6457
O  3.273  6.5545  15.984
O  3.5458  9.2838  20.6919
O  11.6184  4.0346  16.7852
O  9.1543  6.8371  19.8659
O  5.0385  15.6975  14.8371
O  5.0192  0.3307  15.4777
O  3.8911  5.9613  10.8003
O  7.0465  7.7575  18.5502
O  7.2806  8.1874  21.1556
O  10.1379  11.1589  20.9781
O  2.2821  4.0096  10.0183
O  3.566  0.8995  21.3529
O  5.5398  9.3195  10.2359
O  10.2624  4.9449  13.0701
O  7.5672  5.5893  14.6318
O  20.6864  1.0268  18.664
O  4.7352  11.1843  18.0632
O  12.9795  12.108  11.87
O  9.5764  4.7264  21.544
O  2.637  0.783  16.4927
O  6.6015  3.8936  12.7559
O  2.7741  11.0732  13.9168
O  6.9036  1.5904  17.1006

Results
free energy: -144652.540 eV
free energy less fixed offsets of O -569.03, Si -635.61 eV per atom: -5.170 eV

Forces (eV/angstrom), in the order of the atoms: element, x, y, z
Si  0.0108  -0.0588  0.0237
Si  -0.0733  -0.0058  -0.0102
Si  0.0987  -0.0158  -0.0507
Si  -0.012  -0.0093  -0.0675
Si  0.0551  0.0803  0.0255
Si  -0.0814  0.008  -0.0478
Si  0.1395  -0.0486  -0.0266
Si  -0.0924  -0.0547  0.042
Si  -0.034  0.0465  -0.0869
Si  -0.0197  -0.0282  -0.1001
Si  0.1024  0.0255  -0.0046
Si  -0.1325  0.0288  0.0524
Si  0.0105  -0.0751  -0.0206
Si  -0.0179  -0.068  -0.0268
Si  0.0358  -0.0364  -0.01
Si  0.0194  0.0128  -0.0085
Si  0.0308  0.0737  -0.0347
Si  -0.0116  0.0508  -0.0095
Si  -0.0239  -0.0521  0.006
Si  -0.0698  -0.0498  -0.0156
Si  0.0577  -0.056  -0.03
Si  -0.076  0.0717  -0.0008
Si  0.0506  0.0258  0.0228
Si  0.0145  0.0865  -0.0308
Si  -0.0028  -0.0502  -0.0177
Si  0.018  -0.0402  -0.0092
Si  0.0126  -0.0175  0.0165
Si  -0.0016  0.0491  0.0047
Si  -0.0233  0.0382  0.009
Si  -0.002  0.0396  -0.0099
Si  0.0033  -0.0126  0.0156
Si  0.0014  -0.0454  0.0119
Si  -0.022  -0.0489  -0.0005
Si  -0.0042  0.0345  0.0208
Si  0.0084  0.0363  -0.0183
Si  0.0326  0.0362  0.0046
Si  -0.0145  0.0023  0.2526
Si  0.006  -0.0706  -0.3648
Si  -0.0651  0.0226  0.05
Si  0.0497  0.0593  -0.199
Si  -0.142  0.0506  -0.0008
Si  -0.0062  -0.0074  0.2793
Si  -0.0333  -0.0022  -0.3688
Si  -0.0427  0.1182  0.3188
Si  -0.0535  0.0179  -0.0795
Si  0.0285  -0.0476  0.1791
Si  -0.0648  0.0233  0.0512
Si  -0.0618  0.0548  0.007
Si  0.0066  0.003  0.0346
Si  -0.0279  -0.0313  -0.0257
Si  0.0049  0.0056  -0.0153
Si  -0.0031  0.0831  -0.0105
Si  -0.0143  -0.0355  -0.0166
Si  0.0223  -0.0065  0.0374
Si  -0.0029  0.029  -0.0067
Si  0.0201  0.0132  0.0201
Si  -0.0053  -0.0576  0.0246
Si  0.0048  -0.0747  -0.0672
Si  0.0106  0.071  0.0397
Si  -0.0219  -0.0145  0.0065
Si  0.0191  -0.0397  -0.2187
Si  0.0952  0.0187  -0.0604
Si  -0.0004  -0.0423  0.1364
Si  0.0512  -0.0355  -0.0174
Si  -0.049  0.0207  0.2263
Si  0.0739  0.0499  0.02
Si  -0.059  0.0012  -0.0327
Si  0.0047  -0.1125  -0.0369
Si  0.128  0.0061  0.0186
Si  -0.0232  0.009  0.0571
Si  0.1554  -0.0487  -0.1022
Si  -0.0248  -0.0128  0.0484
Si  -0.0144  -0.0318  -0.0304
Si  -0.0077  -0.0354  0.008
Si  0.0074  -0.0327  -0.0081
Si  -0.0091  0.0399  -0.0072
Si  -0.0087  0.0358  -0.0074
Si  -0.0087  0.0292  -0.0085
Si  -0.0156  -0.0416  -0.0007
Si  -0.004  -0.036  -0.008
Si  0.0148  -0.0444  -0.0222
Si  0.015  0.0333  -0.0092
Si  -0.0142  0.041  -0.0265
Si  0.0035  0.0333  -0.0012
Si  0.0654  -0.0435  0.015
Si  -0.0062  -0.0688  -0.0054
Si  -0.0408  -0.0481  0.0238
Si  -0.0081  0.0793  -0.0004
Si  -0.0369  0.0491  0.0248
Si  0.0674  0.0626  0.0374
Si  0.0068  -0.0969  0.0192
Si  -0.0439  -0.0502  0.031
Si  0.028  -0.0581  0.0204
Si  -0.0354  0.0692  0.0413
Si  0.0185  0.0543  0.0199
Si  0.0215  0.0598  0.0044
Si  0.077  -0.0253  -0.0051
Si  0.0887  -0.0612  -0.0185
Si  -0.1332  -0.0228  0.0602
Si  0.0314  0.0084  0.0229
Si  0.0826  0.0085  0.0801
Si  -0.0853  0.0944  -0.0398
Si  0.0255  -0.0097  0.1022
Si  0.0147  -0.0454  -0.025
Si  -0.0666  -0.043  -0.0038
Si  -0.0907  0.0468  0.0081
Si  -0.0136  -0.0081  0.0513
Si  0.1074  0.0579  -0.0247
O  0.0116  0.0558  -0.0118
O  0.015  -0.0455  -0.0148
O  -0.0262  -0.0382  -0.0082
O  -0.0372  0.0093  -0.0201
O  0.0018  -0.0287  -0.0167
O  0.0275  0.0232  -0.0177
O  0.004  0.0224  -0.0133
O  0.0077  0.0127  -0.024
O  -0.0011  -0.0445  -0.0015
O  0.0441  -0.0086  -0.0076
O  -0.0348  -0.0191  0.0161
O  -0.0449  0.0388  0.0125
O  -0.0019  0.023  -0.03
O  -0.0199  0.0276  -0.0355
O  0.0193  -0.0097  -0.0298
O  -0.0213  0.0545  -0.0005
O  -0.0512  0.0043  0.0104
O  0.0448  -0.0235  -0.0193
O  -0.0173  0.0272  0.017
O  0.0387  0.0171  0.0103
O  0.0224  0.0508  -0.0225
O  0.0347  -0.0534  -0.0156
O  -0.009  -0.0257  0.0329
O  -0.0197  -0.0133  0.0366
Si  0.0016  -0.0043  0.0099
Si  -0.0016  -0.0031  0.0025
Si  -0.0104  -0.0309  0.0104
Si  0.0001  -0.0079  -0.0031
Si  -0.0019  -0.0026  0.005
Si  -0.0032  -0.0098  -0.0179
Si  0.0108  0.0014  0.0039
Si  -0.0177  -0.0179  -0.0007
Si  -0.0025  -0.0051  0.0077
Si  0.0023  0.0023  0.0035
Si  0.0077  0.0101  -0.0152
Si  -0.0056  0.0033  0.0189
Si  0.0033  0.0031  -0.0015
Si  -0.025  -0.0169  0.0073
Si  -0.0084  0.0034  -0.0052
Si  0.0034  -0.0024  0.0077
Si  0.0019  -0.0076  0.0125
Si  -0.0004  -0.0151  -0.0124
Si  0.0079  0.0049  -0.0042
Si  0.0074  0.0038  0.0093
Si  -0.0063  0.0038  0.0046
Si  0.0042  -0.0038  0.001
Si  0.0022  0.0015  -0.0018
Si  0.0091  0.0367  0.0127
Si  0.0056  0.0061  0.0026
Si  0.0077  -0.0107  -0.0069
Si  -0.0033  0.0053  0.0141
Si  -0.0027  0.0118  -0.0083
Si  0.0061  -0.0088  0.0078
Si  -0.0022  0.0055  0.0072
Si  -0.0024  -0.0011  0.0105
Si  0.0101  -0.0001  0.0107
Si  -0.0104  0.0133  0.0274
Si  -0.0043  -0.0006  0.0157
Si  -0.0043  0.0081  0.0021
Si  0.0118  -0.0088  -0.007
Si  -0.0027  0.0094  -0.0022
Si  -0.0043  0.0085  -0.0029
Si  -0.01  -0.0008  0.0031
O  0.0101  -0.0198  0.0182
O  -0.0133  0.0004  0.0128
O  0.0149  0.0152  -0.0053
O  0.0133  -0.0292  -0.0051
O  0.0179  0.0014  -0.0027
O  0.0027  0.0001  -0.0165
O  -0.0046  0.0226  0.018
O  0.0208  -0.024  -0.0101
O  0.0046  0.0102  0.0179
O  0.0116  -0.0032  -0.0121
O  -0.0255  0.0212  -0.0085
O  0.002  -0.0143  0.0175
O  0.0004  -0.0097  0.0146
O  -0.0071  0.0068  -0.0076
O  -0.0013  0.0065  -0.03
O  -0.0199  0.0116  0.0432
O  0.027  0.0016  0.0076
O  -0.0147  0.0296  0.0026
O  -0.0124  -0.0199  0.0239
O  0.0322  -0.0021  -0.0274
O  -0.0199  -0.0138  -0.0014
O  0.015  -0.0102  -0.0016
O  -0.0369  -0.0082  0.0025
O  -0.0289  0.0165  -0.0244
O  0.0103  -0.0092  0.0003
O  -0.0134  -0.015  0.01
O  -0.0205  0.0321  -0.0048
O  -0.0049  0.0179  -0.0159
O  0.019  0.0211  -0.0105
O  0.0067  0.0054  0.0307
O  -0.018  -0.0217  0.0064
O  -0.007  0.0111  -0.0207
O  0.0174  -0.0326  0.006
O  -0.001  0.0111  -0.0316
O  0.0167  0.0099  0.0132
O  -0.0012  0.0045  0.0235
O  0.0045  -0.0039  0.0114
O  -0.019  0.008  0.0006
O  0.02  -0.0289  -0.0092
O  -0.0144  -0.026  -0.0127
O  0.0029  0.0144  0.0129
O  0.0358  -0.0029  0.0133
O  0.0336  0.0003  -0.0102
O  0.005  0.0044  -0.0168
O  -0.0246  0.0184  -0.0052
O  -0.0187  0.0137  -0.0221
O  -0.004  0.0024  0.0107
O  -0.0025  0.0183  -0.027
O  -0.0256  -0.0186  0.0227
O  0.0067  -0.012  0.0108
O  0.0139  0.0205  -0.0147
O  0.0316  -0.0031  -0.0132
O  -0.0055  -0.0244  -0.0118
O  0.0296  0.0086  -0.04
O  -0.0224  -0.0125  -0.0074
O  -0.0227  0.0085  0.0118
O  0.0221  0.0014  0.0161
O  0.0003  0.0117  -0.0042
O  -0.0158  -0.0035  -0.0031
O  -0.0123  0.0099  -0.0215
O  -0.0156  -0.0246  -0.0098
O  -0.001  0.0084  -0.0039
O  0.0288  -0.0266  0.0006
O  -0.0116  0.01  -0.0076
O  0.0043  -0.0146  -0.0039
O  0.0221  -0.0156  0.0022

The program warned: the cutoff lies below the one the program advises for these potential files; the exchange-correlation potential is rough where the density is thin.
